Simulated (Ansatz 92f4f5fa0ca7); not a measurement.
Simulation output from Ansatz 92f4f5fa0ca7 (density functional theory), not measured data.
Periodic cell of 213 atoms, Si132O78H3, from a study of silicon, its oxide and their interface. The atomic structure is a simulated model.
Doubt: the cutoff is far below the 930 eV that the study's wrapper takes by default for these files, so forces and energies are approximate.
This geometry differs little from another in the collection (a relaxation step or a small displacement).

Settings: functional PBE; potential files Ansatz PAW; basis plane waves; wave-function cutoff 580 eV; density cutoff ratio 5; exchange-correlation grid ratio 1; k mesh 1 x 1 x 1, Gamma-centred; self-consistency stop 5e-08 eV per atom in the density residual; occupations fixed; spin none; net charge -1 e, with a uniform compensating background and no finite-size correction.

Cell vectors (angstrom)
a	10.938	0	0
b	0	10.938	0
c	0	0	31.3387

Atoms: element, x, y, z (angstrom)
Si	10.3425	0.5135	23.9877
Si	5.7178	10.6261	23.9243
Si	2.1926	3.043	23.912
Si	8.644	2.2223	24.0037
Si	0.3344	4.8842	23.8779
Si	4.8784	5.9239	24.0367
Si	3.1951	7.6485	23.8771
Si	7.5043	8.7902	23.8329
Si	1.1823	1.4135	25.267
Si	6.8357	1.3082	25.2202
Si	3.9282	4.103	25.1876
Si	9.5923	3.9853	25.2603
Si	1.3336	6.73	25.0474
Si	6.709	6.9324	25.1346
Si	4.0525	9.4938	25.1463
Si	9.363	9.6257	25.1138
Si	2.658	-0.0234	26.4488
Si	8.1276	-0.0314	26.6711
Si	-0.0642	2.7211	26.7574
Si	5.4083	2.7338	26.4626
Si	2.6263	5.4627	26.616
Si	8.154	5.4897	26.4169
Si	-0.0834	8.1828	26.3485
Si	5.3932	8.2052	26.6329
Si	4.0584	1.3438	27.8513
Si	9.5093	1.3238	28.025
Si	1.3271	4.1048	28.0216
Si	6.7913	4.1196	27.8356
Si	4.0388	6.817	27.9533
Si	9.5358	6.8366	27.8227
Si	1.2966	9.5321	27.8133
Si	6.7772	9.5404	27.9941
Si	0.0079	-0.034	29.2914
Si	5.4346	0.0196	29.2924
Si	2.7439	2.721	29.2931
Si	8.1564	2.7673	29.2867
Si	-0.0454	5.5107	29.2928
Si	5.4585	5.468	29.2776
Si	2.6905	8.2239	29.2709
Si	8.2094	8.1863	29.282
Si	1.3673	1.3673	30.6549
Si	6.8362	1.3673	30.6549
Si	4.1018	4.1018	30.6549
Si	9.5708	4.1018	30.6549
Si	1.3673	6.8362	30.6549
Si	6.8362	6.8362	30.6549
Si	4.1018	9.5708	30.6549
Si	9.5708	9.5708	30.6549
Si	2.7345	0	0.6835
Si	8.2035	0	0.6835
Si	0	2.7345	0.6835
Si	5.469	2.7345	0.6835
Si	2.7345	5.469	0.6835
Si	8.2035	5.469	0.6835
Si	0	8.2035	0.6835
Si	5.469	8.2035	0.6835
Si	4.0987	1.3912	2.0616
Si	9.6294	1.3357	2.0565
Si	1.4145	4.057	2.0527
Si	6.8328	4.1058	2.0469
Si	4.1342	6.8169	2.0628
Si	9.5679	6.8522	2.0411
Si	1.3732	9.5864	2.0563
Si	6.8699	9.5515	2.0446
Si	0.1018	0.0434	3.5188
Si	5.5265	0.032	3.3496
Si	2.7753	2.7336	3.5387
Si	8.2665	2.7538	3.335
Si	0.0525	5.4816	3.3191
Si	5.4801	5.4347	3.4932
Si	2.7917	8.2428	3.3718
Si	8.2514	8.2252	3.4766
Si	1.4905	1.3726	5.0252
Si	6.9309	1.3845	4.6715
Si	4.1214	4.0897	4.9708
Si	9.6528	4.1148	4.6595
Si	1.4343	6.8219	4.6533
Si	6.8653	6.8291	4.8196
Si	4.1443	9.6599	4.7048
Si	9.6915	9.5802	4.8557
Si	2.9105	-0.1041	6.3599
Si	8.3107	0.0988	6.1132
Si	0.0336	2.8833	6.2052
Si	5.6074	2.629	6.1928
Si	2.6922	5.5706	6.2273
Si	8.3187	5.4437	6.0817
Si	0.2566	8.2272	6.0872
Si	5.4257	8.2292	6.0489
Si	4.9516	0.7039	7.4829
Si	9.1434	1.9762	7.3755
Si	0.8565	4.7249	7.5139
Si	7.3967	3.662	7.3381
Si	3.5913	7.4559	7.3604
Si	10.0582	6.5437	7.2614
Si	1.8464	9.1288	7.6465
Si	6.626	9.8489	7.2118
H	4.0899	7.0167	8.707
O	7.035	4.0384	8.9363
O	9.5865	1.8249	8.99
O	5.0873	1.0732	9.1267
O	7.3161	9.1493	8.5811
O	9.4171	7.3175	8.6111
O	1.251	4.2579	9.088
H	8.2819	2.6335	22.6068
H	10.761	0.1937	22.5816
O	10.3287	5.3589	22.5589
O	2.774	2.1404	22.5998
O	2.9722	7.8558	22.2234
O	5.2106	5.53	22.4549
O	4.9787	0.4421	22.602
O	7.9326	8.2513	22.3182
Si	4.5207	8.2075	14.4737
Si	4.1459	1.6336	21.8472
Si	3.9496	1.4311	15.3065
Si	5.8786	1.2185	10.5316
Si	8.0446	7.8803	9.2908
Si	7.2934	1.5286	14.6535
Si	5.8174	7.8326	19.0596
Si	8.5645	10.5805	18.8617
Si	5.0094	4.5104	21.2214
Si	10.5705	2.8601	12.6432
Si	1.1267	5.0241	16.9508
Si	3.2272	8.2882	20.6793
Si	4.6026	9.882	17.1086
Si	9.3245	4.5016	18.4536
Si	8.4108	8.2244	20.7758
Si	6.4873	4.9855	18.6719
Si	1.0029	2.2704	15.4952
Si	2.8419	0.0563	19.5206
Si	4.6161	3.9861	11.5158
Si	0.3909	9.3397	15.8579
Si	9.1527	1.0881	10.3657
Si	9.2342	10.4837	14.1932
Si	6.8032	5.1859	10.063
Si	7.445	2.2471	17.7984
Si	8.7813	5.2365	12.5403
Si	0.4012	0.5599	17.8932
Si	2.3738	5.6231	19.7143
Si	5.0682	10.8909	13.1318
Si	10.4108	5.7396	20.9819
Si	1.6156	4.4804	10.6536
Si	9.6826	9.2586	11.3032
Si	6.9948	6.469	14.8804
Si	1.8591	7.1335	14.7092
Si	8.6075	8.5719	16.3411
Si	0.4098	6.869	11.9334
Si	5.529	3.8543	14.4631
O	9.8244	1.7631	11.6979
O	3.0871	3.8928	11.0131
O	4.2476	8.7661	15.9851
O	0.1536	8.4228	11.4757
O	9.9888	0.398	18.7535
O	0.8741	6.7283	13.4953
O	0.6515	3.6469	11.6623
O	8.6114	9.7924	20.3
O	9.6992	4.6016	20.0403
O	3.5175	10.2722	18.2341
O	3.4094	7.0366	14.2161
O	8.4497	8.3286	10.8056
O	3.5968	4.8124	20.4328
O	4.7689	0.3756	16.288
O	9.7357	7.2262	20.6823
O	7.5108	1.086	10.4644
O	4.8226	8.2828	20.2915
O	3.9833	1.0322	13.7139
O	5.092	2.9562	21.7028
O	4.4567	9.4105	13.3925
O	2.1185	4.9472	18.2501
O	7.9962	5.4164	18.2323
O	5.2836	5.1877	10.6489
O	6.8112	2.939	14.0014
O	0.0888	1.6498	16.7099
O	1.6517	8.6993	15.0997
O	7.2962	1.6964	16.2738
O	5.9809	7.5573	14.254
O	9.4672	3.921	13.2151
O	5.3402	0.046	11.546
O	1.4931	6.0918	10.9949
O	2.6415	7.2268	19.575
O	6.4031	0.303	14.0235
O	7.7585	4.8427	11.3487
O	9.8114	10.523	10.2899
O	4.7133	4.3129	13.1289
O	1.0556	5.5879	20.6524
O	6.121	5.1378	15.3098
O	1.3277	3.8044	15.9101
O	5.5468	6.3349	18.3458
O	2.3799	1.4152	15.6768
O	7.4297	0.8545	18.722
O	6.9887	6.6515	9.4039
O	6.303	4.7633	20.2717
O	8.2285	9.6079	15.1415
O	5.4491	2.6228	11.2354
O	7.2683	7.651	19.7691
O	10.5225	5.0585	17.4999
O	8.7999	1.117	14.213
O	6.2942	3.4278	18.0612
O	4.5836	2.9414	15.453
O	-0.2071	10.4452	14.8237
O	1.5743	0.9331	18.9688
O	8.0855	6.069	13.7535
O	3.7885	1.0937	20.3403
O	8.4325	9.4024	17.7296
O	8.8953	2.9747	18.0646
O	2.4788	9.7387	20.5113
O	1.5308	6.3207	16.0718
O	9.9139	6.1342	11.8246
O	7.7307	7.2072	16.1554
O	5.7737	9.0746	17.9643
O	0.829	10.0648	17.2349
O	10.1979	8.1943	16.1864
O	0.4296	2.2536	13.9617
O	9.2053	9.8307	12.7397

Results
free energy: -128315.264 eV
free energy less fixed offsets of H -15.97, O -568.88, Si -635.61 eV per atom: 5.806 eV

Forces (eV/angstrom), in the order of the atoms: element, x, y, z
Si	-0.0002	-0.0003	-0.0001
Si	-0.0031	0.0035	-0.0085
Si	0.0028	-0.0027	-0.0059
Si	0.0007	-0.0004	-0.0001
Si	-0.0054	0.0026	-0.009
Si	0	-0.0014	-0.009
Si	0.0015	-0.0006	-0.0108
Si	0.0036	-0.0033	-0.0093
Si	-0.0004	0.0013	0.001
Si	-0.0005	0.0004	0.0019
Si	0.0009	0.0004	0.0005
Si	-0.0008	0.0009	0.0012
Si	-0.0016	0.0015	0.0015
Si	-0.0001	-0.0004	-0.0016
Si	-0.0028	-0.0002	0.0007
Si	-0.0014	-0.0014	0.0003
Si	0.0006	0.0015	0.0042
Si	0.0075	0.0058	-0.0219
Si	0.0016	-0.0005	-0.0234
Si	-0.0005	0.002	0.0043
Si	0.0012	-0.0016	-0.0137
Si	0.0003	0.0011	0.0051
Si	0.0004	0.0016	0.0062
Si	0.0069	0.0061	-0.0159
Si	0.0002	-0.0016	-0.0045
Si	-0.006	-0.0026	0.0195
Si	0.0033	0.0077	0.0224
Si	0.0012	0.0011	-0.0032
Si	-0.0051	-0.0015	0.0169
Si	0.0018	0.0009	-0.006
Si	-0.0017	-0.0015	-0.0025
Si	-0.0087	-0.0056	0.021
Si	-0.0027	0.001	-0.0035
Si	0.0016	-0.0013	-0.0022
Si	0.0005	0.0009	-0.0046
Si	0.0014	-0.0026	-0.0012
Si	0.0016	-0.0028	-0.0016
Si	-0.0001	-0.0003	-0.0014
Si	0.0003	-0.0016	-0.0002
Si	-0.0008	0.0002	-0.004
Si	0.0362	-0.1609	-0.0866
Si	-0.2398	0.1895	0.0633
Si	0.1654	-0.0524	-0.0431
Si	-0.2236	0.1556	0.0267
Si	-0.1843	0.1957	0.0639
Si	0.0426	-0.1082	-0.1168
Si	-0.2824	0.0886	-0.0163
Si	0.0528	-0.1601	-0.0126
Si	0.0001	0.1101	0.0972
Si	0.3076	-0.1124	-0.0318
Si	0.2284	-0.1746	-0.1026
Si	-0.0939	0.066	0.0362
Si	0.1853	-0.1339	0.0365
Si	-0.144	0.0956	0.0528
Si	-0.0239	0.1924	0.0671
Si	0.1968	-0.1979	-0.0236
Si	-0.0009	0.0011	0.0034
Si	-0.0023	0.0017	-0.0008
Si	-0.0017	0.0046	0.0049
Si	-0.0003	0.0003	0.0037
Si	-0.0003	0.0013	-0.0046
Si	0.0007	0.0005	0.005
Si	-0.0018	0.0034	-0.0005
Si	-0.0037	0.0019	0.0069
Si	0.0028	0.0036	0.001
Si	0.0088	0.0091	-0.022
Si	-0.0036	-0.0009	0.0091
Si	0.005	0.0024	-0.0181
Si	-0.0044	-0.0042	-0.0217
Si	-0.0035	-0.0015	0.005
Si	0.0059	-0.0041	-0.0213
Si	0.0008	0.0036	0.0104
Si	-0.0059	-0.0049	-0.002
Si	-0.0059	-0.0067	0.0149
Si	0.0033	-0.0013	-0.005
Si	-0.0013	-0.002	0.0129
Si	0.0133	0.0039	0.0143
Si	0.0028	-0.0063	-0.0023
Si	-0.0099	-0.0234	0.0132
Si	-0.0026	0.0089	-0.0019
Si	0.0028	-0.0149	0.0041
Si	-0.0014	-0.0006	0.0013
Si	-0.0023	0.0022	0.0002
Si	-0.0011	0.0023	0.0034
Si	-0.0041	-0.0026	0.0029
Si	-0.0002	0.006	0.0013
Si	0.0172	-0.0021	0.0102
Si	-0.003	0.0031	0.0006
Si	0.0018	-0.0053	0.017
Si	-0.0005	0.0001	0.0161
Si	0.0057	-0.0008	0.0155
Si	-0.0005	-0.0028	0.0086
Si	-0.0374	0.0345	-0.0052
Si	-0.0025	-0.0021	0.0113
Si	0.0112	-0.0058	-0.0012
Si	-0.0014	0.0003	0.0142
H	0.0137	-0.0155	-0.0157
O	0.0022	-0.0038	-0.0185
O	0.0029	-0.0001	-0.0215
O	-0.0089	-0.0073	-0.0342
O	-0.0032	0.0041	-0.0149
O	0.0213	-0.0053	-0.0212
O	-0.0024	0.0043	-0.0242
H	0.0005	-0.0003	0.0012
H	-0.0003	0.0005	0.0016
O	0.0047	-0.0033	0.0167
O	-0.0044	0.0049	0.0108
O	0.0002	-0.0026	0.0196
O	-0.0009	0.0053	0.0151
O	0.0053	-0.0063	0.0144
O	-0.0055	0.0041	0.0188
Si	-0.0009	-0.0016	0.0082
Si	0.0004	0.0017	-0.0181
Si	-0.0016	-0.0001	0.0067
Si	0.0006	-0.0004	0.0317
Si	-0.0081	0.0056	0.0286
Si	0.0002	0.0021	0.0084
Si	0	0.0004	-0.0085
Si	-0.0002	0.0032	-0.008
Si	0.0001	-0.0008	-0.0187
Si	0.0012	-0.0005	0.0262
Si	-0.0014	-0.0012	-0.0004
Si	0.0011	0.0031	-0.019
Si	-0.0001	0.0006	-0.0006
Si	-0.0001	-0.0015	-0.0084
Si	0.0016	0.0016	-0.0178
Si	0.001	0.0001	-0.0079
Si	0.0023	0.0008	0.0097
Si	-0.0034	-0.0003	-0.0113
Si	-0.0008	-0.0017	0.0284
Si	0.0005	-0.0003	0.0048
Si	-0.0001	0.0034	0.0308
Si	0.0017	0.0038	0.0181
Si	0.0031	-0.0088	0.0311
Si	0.0009	0.0008	-0.0004
Si	-0.0008	0.0006	0.0241
Si	-0.0008	-0.0005	-0.0024
Si	-0.0005	0.0001	-0.011
Si	-0.0032	-0.0011	0.0216
Si	0.0003	0.0015	-0.0191
Si	0.0002	-0.0061	0.0326
Si	0.0012	0.0028	0.0304
Si	-0.0031	0.0031	0.0079
Si	0.005	0.0031	0.0132
Si	0.0015	-0.0006	0.0022
Si	-0.0027	-0.0021	0.0261
Si	0.0023	-0.0022	0.0119
O	-0.0062	-0.0072	-0.0175
O	-0.0064	0.0024	-0.0116
O	0.0003	-0.0014	-0.0037
O	-0.0016	0.0026	-0.0097
O	-0.0003	-0.0001	0.0019
O	-0.0059	-0.0014	-0.0178
O	0.0061	0.0063	-0.0146
O	-0.0002	-0.0036	0.0068
O	0.001	0.0022	0.0079
O	-0.0004	0.0004	0.0031
O	-0.001	-0.0002	-0.0032
O	-0.0051	-0.0045	-0.0145
O	0.0034	-0.0016	0.0065
O	-0.0006	0.0016	-0.0021
O	0.0001	-0.0004	0.0066
O	0.0005	-0.0009	-0.0094
O	-0.0024	0.0004	0.0053
O	0.0015	-0.0016	-0.0082
O	-0.0002	-0.0024	0.0059
O	0.001	0.004	-0.0067
O	0.0009	0.0012	0.0035
O	-0.0007	0.0008	0.0021
O	0.002	0.0056	-0.0132
O	-0.0011	0.0016	-0.0038
O	0.0001	0.0012	-0.0017
O	0.0009	-0.0021	-0.003
O	-0.0007	-0.0009	-0.0052
O	0.0002	-0.0005	-0.0025
O	0.0004	0.0014	-0.0076
O	0.0041	0.0044	-0.0185
O	0.0039	-0.0032	-0.0146
O	0.0006	0.0008	0.0047
O	-0.0037	-0.002	-0.0062
O	-0.0087	0.0003	-0.0194
O	-0.0007	0.0036	-0.0133
O	-0.0032	-0.0002	-0.0167
O	-0.0032	0.0001	0.0064
O	-0.0005	-0.0005	-0.0031
O	-0.0002	-0.0019	-0.002
O	-0.0001	-0.0001	0.0024
O	0.0004	0.0001	-0.0013
O	-0.0002	-0.0002	0.002
O	-0.0046	0.0036	-0.0129
O	-0.0023	-0.0004	0.008
O	0.0007	0.0031	-0.0054
O	0.0021	-0.0029	-0.0114
O	0.0018	0	0.005
O	0.0004	0.0002	0.0021
O	0.0015	-0.0013	-0.0041
O	-0.0009	0.0013	0.002
O	0.0011	0.0016	-0.0027
O	-0.0036	0.002	-0.0052
O	0.0021	-0.0005	0.0036
O	0.0051	-0.0037	-0.0115
O	0.0026	0.0032	0.0094
O	-0.0002	-0.0007	0.0003
O	-0.0001	0.0008	0.0018
O	0.0006	-0.0021	0.0057
O	0.0003	0.0025	-0.0042
O	0.0036	0.0038	-0.0103
O	-0.0017	-0.0016	-0.0022
O	-0.0004	-0.0007	0.0022
O	-0.0004	-0.0005	-0.0007
O	-0.0004	0.0006	-0.0009
O	-0.0047	0.003	-0.0144
O	0.0025	-0.0061	-0.0221

The program warned: the cutoff lies below the one the program advises for these potential files; the exchange-correlation potential is rough where the density is thin.
